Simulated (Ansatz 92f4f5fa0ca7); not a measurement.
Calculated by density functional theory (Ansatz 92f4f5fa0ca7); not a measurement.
Periodic cell of 223 atoms, Si133O90, from a study of silicon, its oxide and their interface. The atomic structure is a simulated model.
Doubt: the cutoff is far below the 930 eV that the study's wrapper takes by default for these files, so forces and energies are approximate.
This geometry differs little from another in the collection (a relaxation step or a small displacement).

Settings: functional PBE; potential files Ansatz PAW; basis plane waves; wave-function cutoff 580 eV; density cutoff ratio 5; exchange-correlation grid ratio 1; k mesh 1 x 1 x 1, Gamma-centred; self-consistency stop 5e-08 eV per atom in the density residual; occupations fixed; spin none; net charge 0.

Cell vectors (angstrom)
a 10.938 0 0
b 0 10.938 0
c 0 0 32.3856

Atoms: element, x, y, z (angstrom)
Si 10.68 0.2636 24.9098
Si 5.1956 0.1827 24.8749
Si 3.0046 2.4981 24.9931
Si 8.4208 2.492 24.9477
Si 10.5462 5.6608 24.9748
Si 5.173 5.6523 24.8533
Si 3.0797 8.0817 24.939
Si 8.3268 7.9211 24.811
Si 1.3487 1.3657 26.244
Si 6.8126 1.3251 26.1964
Si 4.1069 4.1032 26.2914
Si 9.4956 4.0882 26.3356
Si 1.3461 6.869 26.1007
Si 6.797 6.7846 26.1908
Si 4.158 9.5793 26.3422
Si 9.5126 9.5448 26.1401
Si 2.7117 -0.0056 27.622
Si 8.1827 -0.0314 27.5755
Si 0.0127 2.7509 27.624
Si 5.5066 2.7347 27.6052
Si 2.6822 5.4919 27.5719
Si 8.1448 5.4724 27.634
Si 0.0013 8.2238 27.5432
Si 5.5205 8.1856 27.6261
Si 4.1018 1.3673 28.9673
Si 9.5708 1.3673 28.9673
Si 1.3673 4.1018 28.9673
Si 6.8362 4.1018 28.9673
Si 4.1018 6.8362 28.9673
Si 9.5708 6.8362 28.9673
Si 1.3673 9.5708 28.9673
Si 6.8362 9.5708 28.9673
Si 0 0 30.3346
Si 5.469 0 30.3346
Si 2.7345 2.7345 30.3346
Si 8.2035 2.7345 30.3346
Si 0 5.469 30.3346
Si 5.469 5.469 30.3346
Si 2.7345 8.2035 30.3346
Si 8.2035 8.2035 30.3346
Si 1.3673 1.3673 31.7018
Si 6.8362 1.3673 31.7018
Si 4.1018 4.1018 31.7018
Si 9.5708 4.1018 31.7018
Si 1.3673 6.8362 31.7018
Si 6.8362 6.8362 31.7018
Si 4.1018 9.5708 31.7018
Si 9.5708 9.5708 31.7018
Si 2.7345 0 0.6835
Si 8.2035 0 0.6835
Si 0 2.7345 0.6835
Si 5.469 2.7345 0.6835
Si 2.7345 5.469 0.6835
Si 8.2035 5.469 0.6835
Si 0 8.2035 0.6835
Si 5.469 8.2035 0.6835
Si 4.1018 1.3673 2.0507
Si 9.5708 1.3673 2.0507
Si 1.3673 4.1018 2.0507
Si 6.8362 4.1018 2.0507
Si 4.1018 6.8362 2.0507
Si 9.5708 6.8362 2.0507
Si 1.3673 9.5708 2.0507
Si 6.8362 9.5708 2.0507
Si 0 0 3.418
Si 5.469 0 3.418
Si 2.7345 2.7345 3.418
Si 8.2035 2.7345 3.418
Si 0 5.469 3.418
Si 5.469 5.469 3.418
Si 2.7345 8.2035 3.418
Si 8.2035 8.2035 3.418
Si 1.3761 1.3696 4.8052
Si 6.8631 1.3486 4.7955
Si 4.123 4.0798 4.8031
Si 9.5697 4.104 4.7518
Si 1.3358 6.8556 4.7168
Si 6.8526 6.827 4.8126
Si 4.1384 9.5599 4.7345
Si 9.558 9.5819 4.8286
Si 2.822 -0.0012 6.1
Si 8.2021 0.0012 6.256
Si -0.0165 2.7653 6.1406
Si 5.5376 2.7312 6.1909
Si 2.6994 5.503 6.0407
Si 8.2428 5.453 6.1688
Si 0.0035 8.1813 6.145
Si 5.4923 8.2323 6.1462
Si 4.435 1.079 7.463
Si 9.3444 1.673 7.5126
Si 1.1528 4.3805 7.3957
Si 7.1078 3.9103 7.5489
Si 3.8248 7.0923 7.3306
Si 9.8356 6.5724 7.5034
Si 1.6608 9.3374 7.3405
Si 6.6235 9.7326 7.5967
O 9.4592 6.7766 24.3826
O 4.0639 1.3325 24.4479
O 4.1348 6.8897 24.4231
O 9.573 1.4067 24.4344
O 5.5045 -0.0581 8.0383
O 0.045 5.4714 7.9828
O 8.2178 2.7754 8.0469
O 2.7347 8.2052 7.8989
O 1.0356 10.1132 8.6339
O 9.1246 7.1404 8.8827
O 4.46 6.3474 8.6303
O 10.1148 1.1019 8.8573
O 1.9371 3.7127 8.6679
O 6.5061 4.6575 8.905
O 3.7857 1.78 8.7941
O 7.1795 8.9745 8.9775
O 2.7574 9.1781 23.7067
O 0.4583 10.6305 23.5387
O 5.6972 4.8722 23.4848
O 5.7582 10.4085 23.4868
O 7.5611 8.4479 23.435
O 7.7377 3.1502 23.6084
O 2.4355 3.3557 23.7104
O 0.0422 4.6545 23.7334
Si 1.3503 8.3714 13.8564
Si 3.0887 3.0161 9.5743
Si 1.4937 9.6575 22.7598
Si 1.3812 4.2677 22.8913
Si 4.7551 2.3662 16.137
Si 10.8795 4.7295 15.5376
Si 5.1398 2.0553 20.5319
Si 8.5319 8.4053 9.7314
Si 0.354 0.2238 12.5481
Si 5.199 5.3281 9.6367
Si 4.3036 8.2336 20.6011
Si 7.3656 10.8353 19.9162
Si 5.8717 3.9624 18.3592
Si 9.9178 0.9979 18.9316
Si 9.7477 7.5209 15.44
Si 8.5619 0.2822 14.0422
Si 2.3596 0.5356 17.1166
Si 4.3754 3.8825 13.6455
Si 1.5215 7.0056 21.6823
Si 6.4721 9.278 22.536
Si 6.0048 9.4716 13.7986
Si 3.7141 8.8312 15.7682
Si 8.2965 4.5909 20.127
Si 9.1259 9.2375 18.1276
Si 6.6117 3.8068 22.6384
Si 0.2268 3.191 20.2033
Si 10.219 6.8259 19.5355
Si 10.3571 1.7283 16.2361
Si 5.9331 1.354 13.5929
Si 8.6567 6.9346 12.5389
Si 5.8371 6.4519 12.5179
Si 1.3233 5.2594 18.087
Si 1.7244 3.0133 12.2084
Si 4.2187 6.5704 18.0685
Si 0.4634 5.6987 12.6058
Si 10.7677 10.7054 9.5319
Si 2.9551 -0.0179 20.202
O 7.5671 1.4916 13.5527
O 5.7789 8.0561 12.96
O 4.0102 7.6409 16.8552
O 1.153 9.8952 13.2469
O 4.0888 9.749 20.0375
O 10.1562 10.5158 18.1395
O 0.9798 4.4174 11.7092
O 9.6648 2.0369 17.6925
O 3.6812 1.3522 20.7262
O 2.2736 0.2179 18.7292
O 7.4115 4.1118 18.8536
O 9.7872 8.3629 19.3372
O 10.3276 3.1935 15.5003
O 9.39 0.6913 15.4008
O 1.0669 3.9904 19.0664
O 4.1855 4.124 10.0623
O 0.1139 6.355 18.2194
O 7.5667 9.8995 14.2042
O 8.686 0.8501 19.978
O 2.8791 10.0895 16.4069
O 2.8484 3.552 13.2402
O 1.9245 10.4277 21.3828
O 9.103 8.4141 16.69
O 5.2677 5.3569 17.7513
O 5.7263 2.5923 21.9697
O 2.4021 2.363 10.8861
O 9.6057 9.6059 9.7203
O 8.8057 6.0927 19.8064
O 0.2086 1.6005 19.8223
O 0.9791 3.3708 21.6148
O 1.2204 7.1796 12.6993
O 9.6089 3.6576 20.32
O 0.5322 5.0793 14.09
O 0.891 1.7577 12.9182
O 5.5706 6.2523 10.9214
O 5.8831 2.8175 17.2093
O 9.8999 6.0047 12.063
O 5.1681 9.2924 15.1901
O 6.1068 0.9364 19.7999
O 4.4032 3.7042 15.2658
O 4.8565 7.3148 19.3797
O 7.3802 4.6315 21.466
O 7.2597 10.0027 21.3086
O 0.333 6.4701 20.7229
O 1.2263 4.7697 16.5449
O 7.3688 5.9698 12.8034
O 2.8399 8.2568 14.5087
O 0.5071 0.1139 10.947
O 9.7642 5.9138 15.846
O 5.49 10.8192 12.9599
O 0.9346 1.0802 16.4682
O 7.6359 9.7994 18.6306
O 8.9721 7.6454 13.9891
O 3.4534 1.7294 16.8768
O 8.3031 7.9734 11.3012
O 5.4208 1.265 15.1471
O 9.7093 10.9816 12.9127
O 4.9573 3.388 19.5936
O 4.8236 5.4212 13.2983
O 2.7661 5.912 18.4207
O 5.3207 2.7202 12.9276
O 5.3562 8.2727 21.8571
O 0.3043 8.11 15.1053
O 2.8462 7.6297 20.9966
O 0.7582 8.2189 22.4758
O 2.0605 5.7121 22.5167

Results
free energy: -135737.584 eV
free energy less fixed offsets of O -568.88, Si -635.61 eV per atom: -2.254 eV

Forces (eV/angstrom), in the order of the atoms: element, x, y, z
Si 0.0233 -0.0151 0.0278
Si -0.0042 -0.0093 -0.0184
Si -0.0187 0.0161 0.0452
Si -0.0151 0.0056 -0.0133
Si 0.0184 -0.0042 -0.001
Si 0.0221 -0.023 0.042
Si -0.0018 -0.0108 -0.0042
Si -0.0257 0.0279 0.0398
Si 0.0069 0.0019 -0.0122
Si 0.006 0.0068 0.0136
Si -0.0044 -0.0042 -0.0154
Si 0.0028 -0.0044 0.0116
Si 0.0018 -0.0058 0.0096
Si -0.0049 -0.0026 -0.0155
Si 0.0016 0.005 0.013
Si -0.0003 -0.0068 -0.0081
Si -0.004 0.0013 0.007
Si 0.0055 -0.0034 0.0106
Si 0.0065 0.0023 0.0084
Si -0.0043 0.0065 0.0084
Si 0.0009 -0.0004 0.0019
Si -0.006 0.0047 0.0126
Si -0.002 0.0074 0.0042
Si 0.0044 -0.0009 0.0127
Si 0.017 0.0965 -0.0722
Si -0.07 -0.1514 -0.1938
Si 0.0238 0.197 0.1649
Si -0.1185 -0.0843 0.4504
Si -0.121 -0.036 -0.1696
Si 0.0351 0.1277 -0.2714
Si -0.1981 -0.1116 0.0391
Si 0.2259 -0.0807 0.2724
Si -0.0343 -0.0605 -0.0135
Si -0.0183 -0.0338 -0.0246
Si 0.064 0.0585 -0.0156
Si -0.0165 0.0367 -0.0111
Si 0.0214 -0.0415 -0.0227
Si -0.0879 -0.1386 0.0048
Si -0.0111 -0.0167 -0.0331
Si 0.0488 0.1044 0.0202
Si -0.0069 0.0167 -0.0445
Si 0.0109 0.005 -0.0166
Si -0.0077 0.0283 -0.0075
Si 0.0089 -0.0027 -0.0048
Si -0.0012 0.0119 -0.012
Si -0.0012 -0.0147 -0.0468
Si -0.0239 0.0077 -0.0138
Si 0.0117 -0.0101 -0.0068
Si -0.0188 0.0172 0.0161
Si 0.0319 -0.0583 0.0096
Si 0.0411 -0.0165 0.0229
Si -0.0349 0.0314 0.0128
Si 0.0133 -0.0557 0.0133
Si -0.0288 0.0077 0.0193
Si -0.0103 0.0285 0.0176
Si 0.0237 -0.0052 0.0218
Si 0.0271 -0.0065 0.0133
Si -0.0259 0.0532 0.0066
Si -0.0072 0.0587 0.015
Si -0.0049 -0.036 0.0124
Si -0.0664 0.0079 0.0113
Si 0.0465 -0.0357 -0.0092
Si 0.0545 -0.014 0.0031
Si -0.0027 0.0694 0.004
Si -0.0179 -0.0171 0.2627
Si 0.2244 0.1289 -0.2558
Si 0.0452 -0.0217 0.1064
Si 0.0111 -0.129 -0.1366
Si -0.1689 -0.0504 -0.4648
Si 0.0818 -0.0448 0.1918
Si 0.0489 0.0928 -0.3564
Si 0.0146 0.0449 0.2244
Si -0.0023 0.001 -0.0035
Si -0.0017 -0.0004 0.0006
Si 0.0009 -0.0023 -0.004
Si 0.0012 0.0029 -0.0034
Si -0.0023 -0.0024 -0.0096
Si 0.0015 -0.0023 -0.0067
Si -0.0004 0.0002 -0.008
Si -0.002 0.0015 -0.0072
Si -0.0042 0.0067 0.0084
Si 0.005 -0.0011 0.0032
Si 0.0072 -0.0057 0.0034
Si -0.0046 0.0025 0.0064
Si 0.0055 -0.0066 0.0034
Si -0.0055 0.003 0.0068
Si -0.0011 0.003 0.0103
Si 0.004 -0.0062 0.006
Si -0.0196 0.0209 -0.0178
Si 0.0166 -0.0167 -0.0157
Si 0.012 -0.0127 -0.0173
Si -0.02 0.0186 -0.022
Si 0.015 -0.012 -0.0079
Si -0.013 0.0151 -0.0156
Si -0.0173 0.0175 -0.0207
Si 0.0096 -0.0135 -0.0103
O 0.0141 -0.0084 -0.017
O 0.0079 -0.0069 -0.0111
O -0.024 0.0224 -0.0108
O -0.0049 0.0071 -0.0114
O 0.0074 -0.0031 0.0133
O -0.003 0.0016 0.0153
O 0.0031 -0.0035 0.0168
O 0.0053 -0.0063 0.0176
O 0.0006 0.0011 0.0087
O -0.0017 0.0004 0.0082
O -0.0009 0.0012 0.005
O -0.0016 0.0028 0.006
O 0.003 -0.0034 0.0117
O 0.0022 0 0.0078
O -0.0005 0.0005 0.0067
O -0.003 0.0017 0.0043
O -0.0001 0 0.0013
O -0.0007 -0.0005 -0.0042
O 0.0032 -0.007 -0.0111
O -0.0012 0.0043 0.0118
O -0.0038 0.0017 -0.0089
O -0.0016 -0.003 0.0079
O 0 0.0025 -0.0076
O 0.0008 -0.0026 0.0008
Si 0.0007 0.0013 0.0095
Si 0.0068 0.0038 -0.0085
Si -0.0028 0.0043 0.0049
Si 0.0004 -0.0036 0.0029
Si -0.0018 0.0002 0.0018
Si -0.0007 0.0034 0.0048
Si 0.0016 0.0032 0.0047
Si -0.0024 -0.0072 -0.0089
Si 0.0007 -0.0018 -0.0005
Si -0.0005 -0.0025 -0.0053
Si 0.002 -0.0032 0.0023
Si -0.0029 -0.0046 0.0029
Si 0.004 0.0023 0.0018
Si 0.0002 0.0003 -0.007
Si -0.0009 0.0004 0.0037
Si -0.0003 -0.0035 0.0062
Si 0.0005 0 0.0024
Si 0.0014 0.0001 0.0062
Si 0.0009 0.0017 -0.0005
Si 0.0041 -0.0062 0.0054
Si 0.0024 -0.0011 0.0075
Si 0.0013 -0.0002 0.0055
Si 0.003 0.0188 0.0036
Si -0.002 -0.0007 -0.002
Si -0.0036 0.0035 0.0073
Si 0.0058 0.006 0.0006
Si 0.001 -0.0104 -0.0083
Si 0.002 -0.0036 0.0013
Si 0.0017 -0.0021 0.0058
Si -0.004 0.0119 -0.0029
Si -0.0034 0.0051 -0.0017
Si -0.0044 0.011 0.0144
Si 0.0006 -0.002 -0.0005
Si -0.0066 0.0031 -0.0002
Si -0.0003 0.0004 0.001
Si -0.0009 0.0003 -0.0067
Si -0.0069 -0.0015 0
O 0.0012 0.0016 -0.0017
O -0.0012 0.0003 0.001
O -0.001 -0.0043 0.0062
O 0.0011 -0.0023 0
O -0.0006 0.0037 0.0026
O -0.0026 -0.0023 0.0004
O -0.0014 0.0019 0.0002
O -0.0009 0.0023 0.0032
O -0.0009 -0.001 0.0027
O 0.0007 0.0008 0.0031
O -0.0081 0.0049 0.0043
O 0.0026 -0.0122 0.0007
O 0.0004 0.0011 -0.0037
O 0.0029 0.0028 0.0022
O -0.0028 0.0141 -0.0017
O -0.0037 0.0001 0.0007
O -0.0004 -0.0195 0.0243
O 0.0009 0.0018 -0.0015
O 0 0.0025 0.0046
O -0.0009 0.0018 0
O 0.0015 0.0012 0.0004
O 0.004 0.0043 -0.0052
O 0.0001 0.0021 0.0047
O -0.0043 -0.0027 0.0043
O -0.0021 -0.0036 -0.0005
O -0.0064 -0.0029 0.0094
O 0.0044 0.0056 0.0005
O 0.0177 -0.0097 0.0072
O -0.0006 0.001 0.0065
O -0.0073 -0.0019 -0.0066
O 0.0011 0.0015 -0.0021
O -0.0035 0.0112 -0.0018
O -0.0003 -0.0014 0.0016
O -0.0011 0.0016 0.0002
O 0.0019 0.0051 0.0078
O 0.0007 0.0002 0.0018
O 0.0034 -0.0033 0.0004
O -0.0022 -0.0019 -0.0004
O -0.0005 -0.0011 0.0028
O 0.0002 0.0006 0.0022
O -0.0031 -0.003 -0.0015
O 0.0126 -0.0003 -0.015
O 0.0043 0.0089 -0.0061
O -0.0132 0.0023 -0.0114
O 0.0024 0.0029 0.0064
O -0.001 -0.0062 0.0022
O -0.001 0.0027 -0.0023
O 0.0043 0.0036 0.0121
O 0.0022 0.0009 -0.0018
O -0.0019 0.0014 -0.0036
O -0.003 0.0019 0.0011
O 0.004 0 0.0009
O 0.0029 -0.0013 0.0007
O 0.0016 0.0011 0.0012
O -0.0011 -0.0079 0.014
O -0.0013 0.0036 0.0031
O -0.0012 0.0028 -0.0009
O 0.0027 0.0024 0
O 0 -0.001 0.0011
O -0.0137 -0.0029 -0.0044
O -0.0016 0.0024 -0.0005
O -0.0027 0.0001 0.0005
O -0.0006 0.0006 -0.0017
O -0.0034 -0.0003 0.0083
O 0.0034 -0.003 0.0008
O -0.0011 0.0008 0.0015

The program warned: the cutoff lies below the one the program advises for these potential files; the exchange-correlation potential is rough where the density is thin.
